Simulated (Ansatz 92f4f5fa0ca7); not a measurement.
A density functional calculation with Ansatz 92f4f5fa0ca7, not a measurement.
Periodic cell of 221 atoms, Si131O86As1H3, from a study of silicon, its oxide and their interface. The atomic structure is a simulated model.
Doubt: the cutoff is far below the 930 eV that the study's wrapper takes by default for these files, so forces and energies are approximate.
This geometry differs little from another in the collection (a relaxation step or a small displacement).

Settings
functional: PBE
potential files: Ansatz PAW
basis: plane waves
wave-function cutoff: 580 eV
density cutoff ratio: 5
exchange-correlation grid ratio: 1
k mesh: 1 x 1 x 1, Gamma-centred
self-consistency stop: 5e-08 eV per atom in the density residual
occupations: fixed
spin: none
net charge: 0

Cell vectors (angstrom)
a	10.938	0	0
b	0	10.938	0
c	0	0	32.1424

Atoms and the computed forces on them: element, x, y, z (angstrom), force x, y, z (eV/angstrom)
Si	10.7574	0.2354	24.6586	-0.0006	-0.0006	0.0054
Si	5.7574	10.5102	24.6391	-0.0044	-0.0002	0.0051
Si	2.6142	3.0569	24.5586	0.0044	0.0032	0.0065
Si	8.5457	2.4748	24.6966	-0.003	-0.0077	0.0036
Si	0.3078	5.2126	24.7626	0.0006	0.0014	0.0012
Si	5.3465	5.6992	24.6266	-0.001	-0.0078	0.0025
Si	3.0735	7.8849	24.6881	-0.0024	0.0034	-0.002
Si	8.1253	8.4178	24.7539	0.0063	0.0009	0.0033
Si	1.4819	1.3816	25.8758	-0.0076	0.0053	-0.004
Si	6.8627	1.3063	25.8827	0.0058	-0.0031	-0.0009
Si	4.1694	4.1374	25.9642	-0.0091	0.0067	-0.0049
Si	9.6669	4.0344	26.0546	0.0051	-0.0033	-0.0003
Si	1.4702	6.7992	26.0376	0.0003	-0.0036	0.0036
Si	6.9174	6.8173	25.9992	-0.0036	0.0054	-0.0022
Si	4.1858	9.4632	26.0354	0.006	-0.0021	-0.0021
Si	9.6524	9.6169	26.0534	-0.0071	0.0049	-0.001
Si	2.7883	-0.0234	27.2861	0.0002	-0.0048	0.0168
Si	8.2162	0.0074	27.38	0.0021	0.0003	-0.0201
Si	0.12	2.681	27.38	-0.0064	-0.0058	-0.0224
Si	5.5155	2.6993	27.2719	0.0085	0.0015	0.0177
Si	2.8069	5.442	27.42	-0.0028	-0.0035	-0.0265
Si	8.2587	5.4233	27.3502	0.0046	-0.0005	0.004
Si	0.0691	8.192	27.3543	-0.0027	-0.0096	0.0037
Si	5.5459	8.1453	27.4289	-0.003	0.002	-0.0218
Si	4.1322	1.3586	28.6757	0.0072	-0.004	-0.0207
Si	9.6116	1.3619	28.7266	0.0113	-0.0042	0.0116
Si	1.4172	4.0798	28.7529	0.0147	-0.0039	0.0227
Si	6.8587	4.0668	28.6965	0.002	-0.0203	-0.0142
Si	4.1487	6.8133	28.7767	0.016	-0.0055	0.0271
Si	9.6056	6.8254	28.7118	0.0146	-0.0042	-0.0123
Si	1.4122	9.5788	28.7091	0.018	-0.0003	-0.0074
Si	6.8725	9.5679	28.7535	0.01	0	0.0233
Si	0.017	-0.0173	30.0893	-0.0124	0.0115	0.0003
Si	5.4742	-0.0023	30.0847	0.0075	-0.0114	-0.0012
Si	2.7678	2.7091	30.0918	-0.0181	0.014	-0.0006
Si	8.225	2.7222	30.0856	0.0003	0.0075	-0.0022
Si	0.0214	5.452	30.0894	0.0001	0.0004	-0.0008
Si	5.5027	5.4314	30.1015	-0.0148	0.0138	0.0001
Si	2.7535	8.1978	30.0949	-0.0029	0.0021	-0.0041
Si	8.2302	8.1884	30.0951	-0.0184	0.0149	-0.0026
Si	1.3673	1.3673	31.4587	0.1133	-0.0748	-0.0643
Si	6.8362	1.3673	31.4587	0.0543	-0.0069	-0.0522
Si	4.1018	4.1018	31.4587	0.111	-0.216	0.0246
Si	9.5708	4.1018	31.4587	0.0161	0.0111	-0.0076
Si	1.3673	6.8362	31.4587	0.0274	-0.0026	-0.0173
Si	6.8362	6.8362	31.4587	0.1416	-0.1287	-0.0314
Si	4.1018	9.5708	31.4587	0.0514	0.0434	0.0314
Si	9.5708	9.5708	31.4587	0.1533	-0.0846	0.0079
Si	2.7345	0	0.6835	-0.1202	0.1087	0.0492
Si	8.2035	0	0.6835	-0.0473	-0.0221	0.0603
Si	0	2.7345	0.6835	-0.0441	-0.0325	0.0994
Si	5.469	2.7345	0.6835	-0.2677	0.1482	-0.1577
Si	2.7345	5.469	0.6835	0.0026	0.026	0.1046
Si	8.2035	5.469	0.6835	-0.047	0.1689	0.0202
Si	0	8.2035	0.6835	-0.1589	0.0895	-0.0825
Si	5.469	8.2035	0.6835	-0.0038	-0.0047	0.1186
Si	4.0865	1.3873	2.0485	0.0043	-0.0019	-0.0084
Si	9.5521	1.3712	2.0615	0.0227	-0.0125	0.0238
Si	1.3478	4.115	2.0602	0.0364	-0.0176	0.0053
Si	6.7859	4.1352	2.0219	0.008	-0.0118	0.012
Si	4.0838	6.8524	2.0694	0.0059	-0.0084	0.0046
Si	9.5428	6.8724	2.0515	0.0106	0	-0.0116
Si	1.3338	9.5885	2.0396	0.0087	-0.0012	0.0128
Si	6.8318	9.5727	2.0665	-0.0069	-0.028	0.0003
Si	-0.0447	-0.0326	3.4541	-0.0092	-0.0158	0.0065
Si	5.4348	0.0081	3.398	0.0383	0.056	-0.0645
Si	2.7137	2.7413	3.4395	-0.0386	0.0115	0.0202
Si	8.1059	2.743	3.3496	-0.072	-0.0218	-0.0862
Si	-0.0443	5.5039	3.3919	-0.0567	-0.021	-0.0892
Si	5.461	5.4936	3.4521	0.0189	0.0051	0.0358
Si	2.681	8.2352	3.4022	-0.0259	0.0188	-0.0031
Si	8.186	8.2154	3.4817	0.0166	0.0172	0.0335
Si	1.3043	1.365	4.7852	0.0324	0.0135	0.0407
Si	6.7961	1.3667	4.7622	0.0229	0.0166	0.0041
Si	4.0911	4.1177	4.8114	0.0064	0.0077	-0.0242
Si	9.3854	4.1925	4.6385	0.0399	-0.0177	0.0415
Si	1.2968	6.878	4.7641	0.1041	0.0425	0.1038
Si	6.8022	6.8771	4.8754	-0.0255	-0.0135	-0.0463
Si	4.0219	9.6435	4.7465	-0.0836	-0.091	0.1075
Si	9.5347	9.5641	4.9183	-0.0174	0.0133	-0.0069
Si	2.6563	0.0077	6.2201	-0.0936	0.0321	-0.059
Si	8.1392	0.0588	6.229	0.0114	-0.0301	0.0092
Si	-0.226	2.7822	5.8875	0.0398	0.001	-0.008
Si	5.421	2.6929	6.1651	-0.0349	-0.0285	0.0155
Si	2.7266	5.5494	6.1016	-0.0801	0.0265	-0.0128
Si	8.162	5.4775	6.2412	0.018	0.0309	0.0134
Si	-0.0294	8.1638	6.2997	0.0262	0.0247	0.0073
Si	5.3947	8.3186	6.1294	-0.0131	0.0286	0.0034
Si	4.2383	1.1802	7.5852	0.0516	0.0219	0.0438
Si	9.3058	1.7119	7.4741	-0.003	-0.0231	0.0267
Si	1.0369	4.2808	7.0882	0.0463	0.0031	-0.0123
Si	6.9858	3.8383	7.4923	-0.0508	0.001	0.1391
Si	3.8195	7.1797	7.4399	-0.264	0.2591	0.3774
Si	9.8315	6.4573	7.6747	-0.0193	-0.0178	0.0301
As	1.4114	9.4949	7.7718	0.0203	0.0131	-0.1151
Si	6.4854	9.8954	7.5157	0.0007	-0.0056	0.0139
O	2.7282	8.2606	8.089	0.3337	-0.4188	-0.1136
O	8.1544	2.7783	8.0452	-0.0172	0.0337	-0.0736
O	4.2094	6.7944	24.1217	0.0022	0	0.003
O	9.6288	1.3527	24.1443	0.0008	0.0023	-0.0013
O	5.3576	0.0579	8.0718	0.0065	0.0324	-0.0253
O	0.0676	5.3186	7.9386	-0.0012	0.0084	-0.0427
O	1.4015	4.1143	24.1929	-0.005	0.0039	0.0002
O	6.9804	9.4818	24.2347	-0.0032	-0.0021	0.0019
H	7.0741	9.2501	8.7283	0.008	-0.001	-0.0036
O	4.5576	6.5509	8.7766	0.0475	-0.0283	-0.1624
O	9.3094	6.7585	9.2257	0.0155	0.0009	-0.0066
O	3.686	1.8903	8.9974	-0.0006	-0.0014	0.0009
O	1.6156	3.0808	8.0409	-0.0142	0.0026	-0.0231
O	6.1747	4.4238	8.8175	0.0288	0.0129	-0.0508
O	10.1498	1.1207	8.7746	-0.0265	0.0286	-0.0231
H	0.3669	10.513	23.4326	0.0015	-0.0011	0.0002
H	2.4424	8.5092	23.485	0.0013	-0.0013	-0.0003
O	10.6442	5.8973	23.4045	0.0009	-0.0003	-0.0004
O	6.0183	5.0325	23.2652	0.0004	-0.0002	-0.0003
O	4.9896	10.7621	23.2071	0.0013	-0.0008	-0.0049
O	7.9858	3.2453	23.3626	-0.0008	0.0019	-0.0015
O	8.8446	7.8605	23.3875	0.0021	-0.0041	-0.0007
O	3.3246	2.7071	23.1074	0.0014	-0.0018	-0.0029
Si	6.6007	1.5018	15.4252	-0.0021	-0.0011	-0.0096
Si	4.9639	10.7767	21.579	0.001	-0.0008	0.0016
Si	7.7459	7.5926	16.0316	0.0009	0.0017	-0.0102
Si	5.9961	1.5126	12.2306	0.0006	-0.0005	-0.0064
Si	0.8117	0.0283	17.2855	0.0029	0.0005	-0.01
Si	1.1785	1.5329	14.5018	-0.0028	-0.0116	-0.0137
Si	6.5113	5.2632	17.8674	0.0003	0.0017	-0.0054
Si	10.7167	1.3213	10.3011	-0.0006	-0.0244	0.0041
Si	7.3098	4.4176	22.4705	0.0013	0.0023	0.0006
Si	3.0973	8.8036	17.1596	-0.001	-0.0018	-0.0082
Si	4.0592	5.4487	19.836	0.0003	-0.0001	-0.0019
Si	5.322	4.7696	15.144	-0.0069	0.002	-0.0088
Si	0.1455	10.0987	12.4638	0.0072	-0.0053	-0.0302
Si	1.9619	2.033	19.1671	0	-0.0006	-0.0037
Si	9.5142	6.6567	22.5286	-0.0014	0.002	0.0019
Si	8.499	3.2258	11.5896	-0.0027	-0.0029	-0.0084
Si	0.2208	7.5626	19.9386	0.0011	0.0007	-0.0034
Si	3.2131	5.1566	11.3011	-0.0042	0.0141	-0.0046
Si	9.3291	9.4362	18.0303	0.0017	-0.0005	-0.0055
Si	4.9227	1.7112	18.0074	0.0013	-0.0005	-0.0055
Si	6.9942	3.1132	19.5903	0.0001	-0.0006	-0.0043
Si	0.3354	4.519	15.3981	0.0049	-0.0005	-0.0089
Si	2.747	6.6037	14.9731	-0.0005	0.0117	-0.0177
Si	5.6162	5.7047	9.6703	-0.1008	0.0478	-0.0715
Si	8.5015	8.1528	13.0012	0.0099	0.01	-0.0059
Si	2.7388	8.1023	12.2701	-0.0211	0.0036	-0.0131
Si	3.5759	2.6328	21.4968	-0.0001	-0.0003	0.0029
Si	8.4097	6.2565	10.5089	0.0019	-0.0003	0.015
Si	6.9927	0.1554	19.4836	0.0012	-0.0011	-0.0029
Si	8.2699	3.9271	14.6863	-0.0007	-0.0001	-0.0068
Si	3.658	2.9682	13.2794	-0.0041	0.0018	-0.0063
Si	3.2507	8.3301	20.235	0.0005	0.0001	-0.0031
Si	5.5999	9.7015	15.5713	-0.0031	-0.0009	-0.0102
Si	5.5529	9.509	12.5146	-0.007	0.0002	-0.0066
Si	2.3586	2.7558	9.4331	-0.0123	-0.0171	0.0197
Si	1.3298	4.93	18.4585	0.001	0.0011	-0.0047
O	1.4699	9.1591	12.0883	0.0038	0	0.0008
O	8.4796	4.6403	10.7697	0.0022	-0.0036	0.0076
O	4.2186	9.7564	16.4395	0.0011	0.0005	0.0026
O	4.2591	5.9616	14.7903	0.0048	-0.0048	0.0036
O	4.5646	2.294	12.0973	0.0002	0.0003	0.003
O	6.4422	10.4945	20.9102	0.0018	0.0002	-0.0004
O	7.1427	2.3161	11.3805	0.0001	0.0005	-0.0009
O	2.6642	7.77	13.8551	0.0046	-0.0059	0.0087
O	5.5037	2.8991	18.9534	0.0005	-0.0006	0.0015
O	2.2645	1.9812	20.7665	-0.0002	-0.0005	-0.0008
O	4.6089	3.4601	14.502	0.003	0.0017	0.0037
O	8.8055	8.4932	16.8342	0.0003	0.0003	0.0027
O	8.8722	7.022	11.873	-0.0031	-0.0021	-0.0038
O	1.2453	0.9377	16.0113	-0.0005	-0.0007	0.0072
O	6.3671	1.4903	13.8167	0.0023	0.0016	0.0104
O	4.8298	5.2578	11.0371	0.0117	0.0126	-0.0486
O	9.6151	4.7173	15.2717	0.0003	0.0001	0.0025
O	0.4579	0.3821	13.5536	0.0033	0.0116	0.0149
O	0.4938	6.124	19.1947	0.0014	-0.0017	0.0019
O	1.6139	8.304	20.3954	0.0008	-0.0004	0.001
O	3.7909	6.8377	20.6971	0.0008	-0.0007	0.0005
O	7.6149	4.2209	18.5406	0.0006	-0.0012	0.0008
O	2.6118	4.2312	10.0932	0.0045	0.0005	0.0017
O	6.2733	8.2653	15.8783	0.0011	0.0001	0.0028
O	6.7764	10.8435	15.8216	0.0024	0.001	0.0023
O	5.0906	9.835	14.0378	0.0022	0.0001	0.0063
O	2.9211	4.2904	12.6603	0.0037	-0.0015	-0.0019
O	2.5654	6.6713	11.4327	0.0038	-0.0129	0.0118
O	7.4534	6.3232	17.0392	-0.0007	-0.0016	0.003
O	2.6426	1.8275	13.8402	-0.0004	0.0023	0.0025
O	7.8495	2.5841	15.5994	0.0011	0	0.0004
O	9.8023	2.408	11.0845	-0.009	0.0081	-0.003
O	5.4708	4.6548	16.7571	0.0015	-0.0011	0.005
O	5.5248	5.7261	19.1131	0.0011	-0.0003	0.0003
O	7.0213	8.7558	12.5702	-0.0025	0.0001	-0.0005
O	3.3094	1.844	18.2152	0.0014	-0.0001	0.0013
O	5.8138	10.913	11.6995	0.003	0.0004	0.0008
O	1.6905	9.6048	17.2365	0.001	-0.0004	0.0023
O	0.5197	3.0344	14.7002	-0.0014	0.004	0.0043
O	5.6432	0.3257	18.5409	0.0001	0.0004	0.0012
O	8.6789	3.4981	13.1785	-0.0007	0.0018	-0.0002
O	2.9288	5.2811	18.6434	-0.0006	-0.0012	0.0013
O	7.7167	1.6402	19.6234	0.0011	0.0005	0.0007
O	6.8658	6.6433	10.1285	-0.0043	0.0004	0.0009
O	10.227	7.2892	21.2324	0.0017	0.0005	0.0016
O	5.3611	1.8953	16.4409	-0.0013	0.0007	0.0026
O	0.74	4.719	16.9591	-0.0007	0.0006	0.0035
O	1.0179	0.8041	18.7069	0.0007	0.0002	0.0035
O	1.4286	5.6097	14.751	-0.005	-0.0056	0.0052
O	3.9323	4.1315	20.8628	0.0005	0	0.0005
O	8.0757	10.0526	18.8754	-0.0012	0.0008	0.0018
O	9.7718	9.2268	12.9941	-0.0122	-0.0065	0.0011
O	10.3155	8.5763	18.9907	-0.0005	-0.0005	0.0013
O	10.1641	10.6133	17.2687	-0.0012	-0.0003	0.0019
O	1.339	1.842	10.3307	0.0142	0.0155	-0.0085
O	4.6713	1.4265	21.2267	0.0007	0.0001	-0.0002
O	10.6492	-0.1202	11.058	-0.0074	0.0077	0.0138
O	3.6425	8.5037	18.6604	0.0012	-0.0001	0.0024
O	2.7586	7.3811	16.4151	0.0013	0.0003	0.0076
O	8.3595	5.5976	22.0953	0.0023	-0.0029	-0.0006
O	8.3655	7.4617	14.4989	-0.0035	-0.0027	0.0067
O	6.8573	3.7241	21.0796	0.0013	-0.0007	0.0015
O	4.2386	8.717	11.8785	0.0096	0.0029	0.0036
O	6.8868	4.8631	14.577	0.0008	-0.0021	0.0014
O	3.9001	9.6059	21.0679	0.0007	-0.0006	0.0006
O	1.1368	3.4304	19.0522	0.0004	-0.0002	0.0004

Results
free energy: -137091.991 eV
free energy less fixed offsets of As -4856.12, H -15.97, O -568.88, Si -635.61 eV per atom: 0.629 eV

The program warned: the cutoff lies below the one the program advises for these potential files; the exchange-correlation potential is rough where the density is thin.
